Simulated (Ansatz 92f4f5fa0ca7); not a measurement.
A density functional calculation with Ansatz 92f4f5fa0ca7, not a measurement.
Periodic cell of 262 atoms, Si166O96, from a study of silicon, its oxide and their interface. The atomic structure is a simulated model.
Doubt: the cutoff is far below the 930 eV that the study's wrapper takes by default for these files, so forces and energies are approximate.

Settings
functional: PBE
potential files: Ansatz PAW
basis: plane waves
wave-function cutoff: 580 eV
density cutoff ratio: 5
exchange-correlation grid ratio: 1
k mesh: 1 x 1 x 1, Gamma-centred
self-consistency stop: 5e-08 eV per atom in the density residual
occupations: fixed
spin: none
net charge: 0

Cell vectors (angstrom)
a 10.938 0 0
b 0 10.938 0
c 0 0 38.0282

Atoms: element, x, y, z (angstrom)
Si 0 0 0.683
Si 5.469 0 0.683
Si 2.7345 2.7345 0.683
Si 8.2035 2.7345 0.683
Si 0 5.469 0.683
Si 5.469 5.469 0.683
Si 2.7345 8.2035 0.683
Si 8.2035 8.2035 0.683
Si 1.3673 1.3673 2.0503
Si 6.8362 1.3673 2.0503
Si 4.1018 4.1018 2.0503
Si 9.5708 4.1018 2.0503
Si 1.3673 6.8362 2.0503
Si 6.8362 6.8362 2.0503
Si 4.1018 9.5708 2.0503
Si 9.5708 9.5708 2.0503
Si 2.7345 0 35.9767
Si 8.2035 0 35.9767
Si 0 2.7345 35.9767
Si 5.469 2.7345 35.9767
Si 2.7345 5.469 35.9767
Si 8.2035 5.469 35.9767
Si 0 8.2035 35.9767
Si 5.469 8.2035 35.9767
Si 4.1018 1.3673 37.3439
Si 9.5708 1.3673 37.3439
Si 1.3673 4.1018 37.3439
Si 6.8362 4.1018 37.3439
Si 4.1018 6.8362 37.3439
Si 9.5708 6.8362 37.3439
Si 1.3673 9.5708 37.3439
Si 6.8362 9.5708 37.3439
Si -4.2127 1.427 29.2166
Si 5.6184 -0.0036 27.633
Si 2.163 2.8023 27.1191
Si 3.1342 1.6095 22.5464
Si -1.4555 4.2529 29.2246
Si 5.1425 5.7908 27.6097
Si 2.8442 7.9578 27.398
Si 7.9957 8.8593 27.7481
Si 1.0683 0.7455 28.8781
Si 8.1432 2.8188 27.9876
Si 4.1315 4.2977 29.1688
Si 11.0248 5.1905 27.6948
Si 1.3291 6.8292 28.9475
Si 6.7667 7.034 28.8995
Si 4.0275 9.5775 28.8451
Si 9.5718 9.7577 29.2613
Si 2.6824 -0.1072 30.3498
Si 8.1494 0.1189 30.5939
Si -0.2453 2.9747 30.7431
Si 5.3785 2.8241 30.5118
Si 2.6658 5.5827 30.4957
Si 8.0628 5.6432 30.4213
Si -0.0858 8.1696 30.4216
Si 5.3886 8.2932 30.3817
Si 3.9958 1.3648 31.7829
Si 9.4872 1.4391 32.018
Si 1.351 4.2034 31.9281
Si 6.7984 4.1677 31.8506
Si 4.0725 6.9152 31.8446
Si 9.5111 6.8578 31.8542
Si 1.3425 9.5197 31.8047
Si 6.767 9.6021 31.8479
Si -0.0025 -0.0049 33.2209
Si 5.3934 0.0379 33.2037
Si 2.6978 2.7439 33.2153
Si 8.1195 2.8079 33.3119
Si -0.0418 5.5267 33.2696
Si 5.4338 5.5149 33.2196
Si 2.7111 8.2328 33.2534
Si 8.1642 8.2384 33.2213
Si 1.3585 1.3636 34.5985
Si 6.792 1.3606 34.6125
Si 4.0941 4.0993 34.589
Si 9.5655 4.1214 34.6312
Si 1.3623 6.8533 34.6203
Si 6.8286 6.8448 34.6033
Si 4.0944 9.5833 34.6098
Si 9.5674 9.5727 34.5976
Si 2.7564 0.0023 3.4263
Si 8.2181 -0.0054 3.4125
Si 0.021 2.7272 3.4155
Si 5.4789 2.7272 3.4281
Si 2.7465 5.4601 3.4136
Si 8.2081 5.464 3.4114
Si 0.0191 8.2052 3.4243
Si 5.4892 8.2059 3.4242
Si 4.1663 1.3189 4.8176
Si 9.646 1.3003 4.7679
Si 1.4202 4.063 4.7873
Si 6.869 4.0807 4.7908
Si 4.1548 6.7868 4.7713
Si 9.6142 6.7953 4.7736
Si 1.4169 9.5497 4.7982
Si 6.8801 9.5615 4.7985
Si 0.0717 -0.0395 6.2005
Si 5.5465 -0.045 6.2395
Si 2.8053 2.7017 6.1756
Si 8.2731 2.6684 6.0818
Si 0.0307 5.4022 6.1478
Si 5.5203 5.4499 6.1799
Si 2.7957 8.1425 6.1204
Si 8.2925 8.1946 6.1407
Si 1.4619 1.3325 7.5755
Si 7.029 1.3447 7.5693
Si 4.1953 4.0285 7.5729
Si 9.6277 3.9481 7.5084
Si 1.4089 6.7858 7.4607
Si 6.9547 6.8271 7.5159
Si 4.1882 9.4188 7.5653
Si 9.6811 9.4845 7.5899
Si 2.8703 -0.0907 8.8427
Si 8.4159 -0.0642 8.9946
Si 0.0285 2.6077 8.9957
Si 5.6969 2.7293 8.9513
Si 2.6688 5.3587 8.8275
Si 8.2731 5.3643 8.7723
Si 0.0464 8.0055 8.9527
Si 5.7097 8.1924 8.9785
Si 4.5497 0.9866 10.0358
Si 9.9966 0.993 10.4632
Si 1.1408 4.2891 10.21
Si 6.8579 4.3894 10.339
Si 4.7915 6.8056 10.6332
Si 9.8029 6.4088 10.1947
Si 1.6398 10.0258 10.6931
Si 6.8337 9.7779 10.3615
O 5.4171 3.2192 25.1673
O 28.6986 31.7603 27.1059
O 2.9439 2.6382 25.7049
O 9.0091 8.3502 26.5605
O -0.0239 5.3267 10.8053
O 33.7699 30.4917 10.2211
O 0.371 0.1293 11.0866
O 5.7959 5.5198 10.9471
O 7.8628 3.9014 11.5709
O 8.9673 7.0382 11.46
O 2.6747 9.6753 11.9426
O 9.0525 1.5239 11.7265
O 7.558 9.2337 11.7679
O 5.6218 -0.076 10.8126
O 4.373 7.5775 12.0114
O 2.004 3.8227 11.5466
O 9.296 3.207 25.2404
O 0.9867 3.9499 27.0388
O 10.2724 5.993 26.4642
O 0.5211 2.1185 29.5446
O -0.0778 21.5068 28.5136
O 2.1547 8.4481 25.9415
O -3.6632 14.7176 26.9772
O 3.2222 3.2298 28.275
Si 6.3098 8.6392 19.5264
Si 8.0507 5.2767 16.7535
Si 1.3394 1.9697 16.8041
Si 1.3874 5.6409 19.9584
Si 3.1651 3.9041 18.2977
Si 9.8859 8.9312 15.1162
Si -4.7631 15.4235 25.9544
Si 8.2059 0.2295 15.7631
Si 0.3029 -0.0677 18.7067
Si 2.1153 8.9863 15.2947
Si 5.5398 6.1732 21.52
Si 2.8485 -0.6033 20.2748
Si 8.2538 2.6713 12.5795
Si 2.7571 7.5981 21.7735
Si 0.4868 0.5662 23.7751
Si 8.2063 7.9459 12.5607
Si 9.5466 5.1242 19.1311
Si 8.787 9.2343 17.8036
Si 9.44 1.6387 25.6684
Si 3.6446 8.7309 12.887
Si 4.8034 3.1751 20.7539
Si 1.3649 -2.4156 24.5033
Si 2.8964 1.0684 14.5138
Si 7.3086 5.583 24.1706
Si 6.5179 6.8832 14.7896
Si 5.3122 4.5531 16.1135
Si 9.364 13.1423 19.7588
Si -1.2969 7.2167 25.5763
Si 8.5009 0.9396 23.2036
Si 2.9861 2.7394 12.2266
Si 5.6325 9.792 15.0424
Si 6.8222 0.6244 20.8182
Si 5.3623 2.5017 13.8187
Si 9.5123 2.9086 15.4086
Si 4.0849 9.4837 17.584
Si 4.3768 1.9649 25.2865
Si 10.402 4.2749 21.5659
Si 8.7778 3.838 23.8176
O 6.5798 4.6678 17.1452
O 5.5308 4.6495 20.8795
O 9.3646 5.3003 20.7625
O 7.8089 8.5146 18.8733
O 7.9989 -0.359 17.2733
O 5.159 -2.4434 18.3443
O 4.8176 -0.6101 16.3744
O 10.0708 2.7402 21.1211
O -0.008 1.1158 25.2425
O 2.7345 5.2247 19.159
O 6.7859 2.1467 13.1137
O 4.5028 1.1433 14.1664
O 5.7825 1.8745 20.9499
O 4.3216 3.4242 12.9263
O 3.269 -1.9568 21.0784
O 8.6066 5.9721 18.1247
O 8.3485 11.6495 24.8284
O 7.4148 0.1578 22.2904
O 9.5791 10.5519 15.0999
O 2.6704 1.9143 15.8736
O -1.842 12.5761 27.2508
O 3.6302 3.0472 21.9171
O -0.5 12.2233 19.016
O 15.0533 12.1945 23.8219
O 1.5692 1.568 23.0561
O 10.2208 9.6281 18.475
O 3.5595 10.4481 18.7985
O 9.2924 8.3305 13.7291
O 10.1616 4.4466 23.1506
O 1.1228 0.4318 17.3691
O 12.6417 12.2118 27.4785
O 2.1232 1.858 13.3095
O 1.2055 -0.871 23.9983
O 5.2802 5.8418 15.0828
O 0.5318 8.6437 15.3103
O 6.9246 -0.1716 14.8366
O 7.8407 6.2944 15.5199
O 9.2032 4.2802 16.1967
O 6.1279 7.3708 20.5521
O 3.2781 0.5716 21.2991
O 2.823 8.7486 16.7768
O 0.0683 2.4431 15.8798
O 2.1656 7.7779 23.288
O 9.2666 3.1224 13.7946
O 5.6432 3.2383 15.229
O 6.4247 6.1107 22.8953
O 2.7811 8.0509 14.1216
O 8.057 1.2646 19.9547
O -1.788 3.543 18.8365
O 12.5588 -3.8796 20.7192
O 9.151 8.3536 16.4677
O 8.3962 6.7055 24.6633
O 8.3822 1.8252 15.8739
O 8.1976 2.5456 22.9564
O 4.1705 3.036 19.2463
O 4.8204 9.5921 13.6423
O 2.3072 -0.4154 14.7574
O 3.93 4.4155 16.9478
O 1.0058 4.5831 21.1573
O 10.0522 0.4649 22.8539
O 0.1554 5.6198 18.8712
O 4.002 6.5634 21.903
O 6.2183 -0.7723 20.1906
O 6.151 8.3053 15.4803
O 1.7966 3.0556 17.9469
O 6.9666 7.1106 13.2395
O 10.8214 7.8628 24.6622
O 1.2508 10.4244 19.9522
O 14.5084 1.6844 11.1475
O -6.987 -4.1229 26.961
O 4.9345 0.8323 26.3554
O -7.5517 6.2786 10.0123

Results
free energy: -160122.840 eV
free energy less fixed offsets of O -568.88, Si -635.61 eV per atom: 0.900 eV

Forces (eV/angstrom), in the order of the atoms: element, x, y, z
Si 0.0374 -0.0496 0.0208
Si 0.0176 -0.0089 -0.0039
Si 0.0324 -0.0609 -0.0058
Si 0.0138 -0.03 0.0016
Si 0.0044 -0.0154 -0.0026
Si 0.0157 -0.033 0.0083
Si 0.0065 -0.0449 -0.0029
Si 0.0692 -0.045 -0.0079
Si 0.167 -0.0074 -0.0187
Si 0.0863 0.0043 0.032
Si 0.0327 -0.138 -0.0058
Si 0.0742 -0.0863 0.0303
Si 0.0884 -0.0175 0.0111
Si 0.0652 0.019 -0.0266
Si 0.0817 -0.0564 0.0462
Si 0.0451 -0.1184 -0.0116
Si -0.0309 0.0883 0.0134
Si -0.042 0.0299 -0.1281
Si -0.0357 -0.0309 -0.0288
Si -0.1933 0.0589 0.0554
Si -0.0516 -0.0707 -0.0826
Si -0.0884 0.1694 0.1012
Si -0.0775 0.098 0.0609
Si -0.0121 0.0661 -0.0422
Si -0.056 0.0873 0.015
Si -0.037 0.0627 0.0041
Si 0.028 -0.0006 0.0133
Si 0.0087 0.0245 -0.0136
Si -0.0164 0.0196 -0.0161
Si -0.058 0.0354 0.0061
Si -0.0484 0.0408 -0.0037
Si -0.003 0.0112 0.0087
Si -0.0309 0.0077 -0.2421
Si -0.0609 0.057 0.1221
Si -0.0941 0.1691 0.2628
Si -0.2007 -0.0498 0.009
Si -0.1561 0.1693 -0.056
Si -0.3533 0.3456 0.2654
Si -0.4504 0.2804 0.1194
Si -0.3602 -0.2664 0.0214
Si 0.1275 -0.0514 0.3416
Si -0.0249 -0.4433 0.4969
Si -0.3043 -0.0929 0.0066
Si 0.1634 0.0942 0.2125
Si -0.0456 0.0447 -0.1577
Si 0.1216 0.2169 0.3024
Si 0.1419 -0.1073 -0.2118
Si 0.2774 0.2275 -0.1286
Si 0.0588 -0.0191 0.0406
Si 0.0009 0.1775 0.1015
Si 0.1942 -0.154 -0.3539
Si 0.144 -0.0321 0.2584
Si 0.0505 -0.0234 -0.0713
Si -0.1659 0.0541 -0.0841
Si 0.1902 -0.23 0.0763
Si 0.0087 -0.0893 -0.2003
Si -0.1034 0.1104 -0.1627
Si -0.1109 -0.0588 0.0462
Si -0.0094 0.02 -0.0476
Si -0.0057 0.0473 -0.0638
Si 0.0905 0.0546 -0.0677
Si -0.0903 0.0554 -0.057
Si -0.0991 0.0125 0.0037
Si 0.0161 -0.0294 -0.0883
Si 0.0272 -0.015 -0.0763
Si 0.074 -0.0271 -0.0658
Si -0.0024 -0.0237 0.0451
Si 0.0321 0.081 -0.0481
Si -0.1014 -0.0157 -0.0293
Si -0.0442 0.0253 -0.0146
Si -0.0281 -0.0255 -0.1331
Si -0.0281 0.0193 0.0033
Si 0.0115 0.0094 0.0056
Si -0.0018 0.0446 -0.0151
Si 0.0403 0.0044 -0.0326
Si -0.0194 -0.0247 -0.0129
Si 0.0194 0.0129 0.0147
Si 0.0262 -0.0276 -0.0496
Si -0.0451 0.0016 -0.0341
Si -0.0379 -0.0003 -0.0227
Si -0.0441 -0.0099 0.0353
Si -0.008 0.0126 -0.0011
Si 0.0104 -0.0155 0.0274
Si -0.0031 0.0266 0.0158
Si 0.0176 0.0071 -0.0126
Si 0.0017 0.0209 0.0464
Si 0.0136 -0.0178 0.0012
Si -0.0153 -0.0176 0.0313
Si -0.0247 0.0192 0.1259
Si -0.0244 0.0358 0.0376
Si 0.0007 0.002 0.0632
Si 0.0051 -0.0156 0.0096
Si -0.0541 0.0281 -0.0148
Si -0.038 -0.011 0.0555
Si 0.0683 0.0037 -0.0043
Si 0.0591 -0.0322 0.0945
Si 0.031 0.0383 0.0975
Si 0.0116 0.0391 0.1141
Si -0.0446 -0.0377 -0.0019
Si 0.063 -0.0235 0.0934
Si -0.1073 -0.143 0.0359
Si 0.0406 0.0118 0.1641
Si 0.0934 0.0098 0.0769
Si -0.0095 -0.0641 0.039
Si 0.0061 0.0549 -0.0915
Si 0.0502 -0.1015 0.0452
Si 0.0683 -0.0025 0.0854
Si 0.0949 -0.0668 -0.0939
Si 0.0721 0.0136 -0.1063
Si -0.0251 0.0367 -0.2047
Si 0.0373 -0.1865 -0.1477
Si -0.0102 -0.0602 -0.029
Si 0.0021 0.0452 0.0726
Si 0.0081 0.0875 0.167
Si 0.0599 0.0539 0.1194
Si -0.0279 0.134 0.2858
Si 0.1456 0.1178 0.0271
Si 0.0647 0.0722 0.1354
Si 0.032 -0.1265 0.1252
Si -0.0078 0.1031 0.2063
Si 0.2942 0.0784 0.2953
Si -0.037 0.0608 -0.0633
Si -0.1545 -0.1357 0.1779
Si -0.1511 -0.104 -0.1284
Si 0.0117 -0.2721 -0.1593
Si -0.0999 -0.0226 -0.0535
Si -0.0783 0.1769 0.0352
Si -0.0275 0.3124 0.0657
O 0.2857 0.3381 0.1014
O 0.1755 -0.1571 0.245
O 0.0201 0.0882 -0.0178
O -0.0141 0.0554 -0.2425
O 0.0357 0.0237 -0.2538
O -0.0542 0.1149 -0.1346
O 0.0084 -0.1492 -0.2412
O -0.0181 0.0385 -0.156
O -0.0364 0.1001 -0.122
O 0.1474 -0.1049 0.039
O -0.2267 0.0495 -0.0802
O 0.1453 -0.0209 -0.0804
O -0.1012 0.0021 -0.229
O -0.0981 0.1294 -0.5853
O 0.0335 -0.0485 -0.0227
O -0.0724 0.0336 -0.0139
O 0.0375 0.2427 -0.0993
O 0.0979 -0.0684 -0.1147
O -0.1452 0.0011 -0.1635
O -0.1023 -0.0546 0.1937
O -0.3049 -0.0109 0.1473
O 0.248 -0.0711 0.4335
O -0.1519 0.1867 -0.2051
O 0.1085 0.005 -0.0059
Si -0.06 0.2173 -0.2054
Si -0.0508 -0.0461 -0.0147
Si 0.0458 0.0179 -0.1672
Si -0.1113 -0.0591 0.0268
Si -0.0026 -0.0288 -0.1664
Si 0.1421 0.1963 0.2147
Si -0.219 -0.2795 -0.0554
Si -0.0911 0.0237 -0.0405
Si -0.0337 -0.0696 -0.0462
Si -0.0754 0.0972 0.0292
Si -0.1704 0.0077 -0.05
Si -0.0019 -0.004 -0.0312
Si -0.0547 -0.0417 -0.0616
Si -0.1774 0.1364 0.0193
Si -0.0862 -0.014 -0.1304
Si 0.0182 -0.0064 0.0415
Si -0.0225 0.0373 -0.0794
Si 0.0013 0.1741 -0.208
Si -0.0162 -0.2209 -0.0209
Si -0.0947 0.0174 0.3031
Si -0.1634 -0.1 -0.0031
Si 0.0704 0.1913 -0.1268
Si 0.0868 0.0227 0.169
Si 0.0075 -0.5262 -0.129
Si 0.0214 0.0117 0.285
Si 0.0436 -0.0611 -0.0878
Si -0.0022 0.0462 -0.0758
Si 0.1504 -0.0725 0.2908
Si 0.125 -0.0028 -0.0388
Si 0.1087 -0.0856 0.0119
Si 0.1013 0.1227 0.1193
Si 0.1571 0.0006 0.0533
Si -0.1481 -0.039 0.3175
Si -0.1456 -0.1279 0.1732
Si -0.01 0.0349 -0.2411
Si -0.0754 -0.3783 -0.0413
Si 0.0956 -0.0693 0.1664
Si 0.1156 -0.4625 -0.1795
O 0.052 0.0171 -0.0013
O 0.1086 0.0968 0.0739
O 0.0061 -0.0426 -0.0651
O -0.0762 -0.0926 0.1268
O 0.0666 -0.0772 0.1001
O 0.0389 -0.0787 0.1268
O -0.0363 -0.0423 0.0828
O 0.0028 0.0018 0.0293
O 0.0339 0.1515 0.1583
O -0.0137 0.042 0.0191
O 0.0966 -0.0096 -0.0649
O 0.0394 -0.0409 -0.0369
O -0.0243 0.0151 -0.0065
O -0.0512 0.0098 -0.1451
O -0.0104 -0.0446 0.0222
O 0.0504 -0.0631 0.0897
O 0.0277 0.1307 0.0623
O -0.0732 -0.0062 -0.1022
O 0.0037 -0.1001 -0.0293
O -0.0673 0.0015 0.0282
O -0.0236 0.089 -0.1486
O 0.0997 0.0438 -0.0585
O -0.0021 0.0804 0.0122
O 0.1419 0.0731 0.1896
O 0.0232 0.0327 0.0476
O 0.0674 -0.0118 0.0836
O -0.0028 0.026 0.0824
O -0.1314 -0.0493 -0.23
O 0.0344 -0.0412 -0.0733
O -0.0527 -0.0004 0.0909
O -0.0284 0.0657 -0.3909
O 0.0089 0.0731 -0.1583
O 0.0235 -0.0369 0.0673
O 0.058 0.0799 -0.0517
O -0.0132 -0.0628 -0.0052
O -0.014 -0.0596 -0.0503
O -0.0527 0.029 -0.0169
O -0.0084 0.0481 -0.004
O 0.0599 -0.1067 0.0709
O 0.0789 0.0135 0.0099
O 0.0458 -0.0328 0.0507
O 0.0164 0.0267 -0.0069
O 0.042 -0.0453 -0.0523
O -0.0343 0.0082 -0.1356
O 0.0117 -0.0302 -0.1121
O 0.1068 0.1448 0.1453
O 0.1067 0.0019 -0.2018
O -0.0489 -0.0033 0.0254
O 0.0077 0.0122 0.0469
O 0.0347 -0.0029 0.0033
O -0.0079 0.0053 0.0386
O 0.011 0.311 -0.0676
O 0.0901 0.071 0.0013
O 0.0262 0.0925 0.1043
O 0.0266 -0.0139 0.0387
O -0.0451 -0.0524 -0.2062
O 0.0136 0.039 -0.1195
O -0.0611 0.0144 0.0757
O 0.0731 -0.0047 -0.0508
O -0.0456 0.041 -0.003
O 0.0022 0.0309 -0.0485
O 0.0995 -0.0496 -0.0049
O -0.0008 -0.0528 -0.0101
O -0.0152 -0.0453 -0.052
O 0.0198 0.0533 0.0973
O 0.024 -0.0246 -0.1273
O -0.2452 -0.1181 0.0322
O 0.0082 -0.0223 0.011
O -0.1067 -0.0493 0.0329
O 0.5838 -0.4398 0.1681
O 0.0955 0.0211 -0.0331
O -0.0996 -0.1095 -0.1285

The program warned: the cutoff lies below the one the program advises for these potential files; the forces do not sum to zero within the program's tolerance; the exchange-correlation potential is rough where the density is thin.
